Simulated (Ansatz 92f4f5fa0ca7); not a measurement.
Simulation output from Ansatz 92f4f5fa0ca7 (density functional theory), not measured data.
Periodic cell of 255 atoms, Si165O90, from a study of silicon, its oxide and their interface. The atomic structure is a simulated model.
Doubt: the cutoff is far below the 930 eV that the study's wrapper takes by default for these files, so forces and energies are approximate.
This geometry differs little from another in the collection (a relaxation step or a small displacement).

Settings
functional: PBE
potential files: Ansatz PAW
basis: plane waves
wave-function cutoff: 580 eV
density cutoff ratio: 5
exchange-correlation grid ratio: 1
k mesh: 1 x 1 x 1, Gamma-centred
self-consistency stop: 5e-08 eV per atom in the density residual
occupations: fixed
spin: none
net charge: 0

Cell vectors (angstrom)
a, 10.938, 0, 0
b, 0, 10.938, 0
c, 0, 0, 38.0326

Atoms and the computed forces on them: element, x, y, z (angstrom), force x, y, z (eV/angstrom)
Si, 0, 0, 0.683, -0.0281, -0.0149, -0.0082
Si, 5.469, 0, 0.683, -0.0163, -0.0134, -0.0079
Si, 2.7345, 2.7345, 0.683, -0.0113, -0.0255, -0.0013
Si, 8.2035, 2.7345, 0.683, 0.0115, -0.0392, -0.0077
Si, 0, 5.469, 0.683, 0.0177, -0.0489, -0.0042
Si, 5.469, 5.469, 0.683, -0.0066, -0.0145, -0.0019
Si, 2.7345, 8.2035, 0.683, -0.0218, -0.0238, -0.0092
Si, 8.2035, 8.2035, 0.683, -0.0176, -0.0362, 0.0073
Si, 1.3673, 1.3673, 2.0503, 0.0282, 0.0093, 0.0496
Si, 6.8362, 1.3673, 2.0503, 0.038, 0.0027, -0.1404
Si, 4.1018, 4.1018, 2.0503, 0.045, 0.0193, 0.003
Si, 9.5708, 4.1018, 2.0503, 0.0276, 0.0073, -0.0413
Si, 1.3673, 6.8362, 2.0503, 0.0911, 0.0224, -0.1531
Si, 6.8362, 6.8362, 2.0503, 0.0519, -0.0108, 0.0813
Si, 4.1018, 9.5708, 2.0503, 0.0517, 0.0199, -0.0342
Si, 9.5708, 9.5708, 2.0503, 0.0741, 0.0405, -0.0028
Si, 2.7345, 0, 35.9811, -0.0838, -0.0069, -0.0804
Si, 8.2035, 0, 35.9811, -0.0052, -0.0286, 0.0993
Si, 0, 2.7345, 35.9811, -0.0406, -0.0713, -0.0011
Si, 5.469, 2.7345, 35.9811, -0.047, 0.0257, -0.019
Si, 2.7345, 5.469, 35.9811, 0.0144, -0.0104, 0.0958
Si, 8.2035, 5.469, 35.9811, -0.0859, -0.0057, -0.0729
Si, 0, 8.2035, 35.9811, -0.073, 0.0292, -0.0148
Si, 5.469, 8.2035, 35.9811, -0.0969, -0.041, -0.002
Si, 4.1018, 1.3673, 37.3483, 0.0183, 0.0073, -0.0087
Si, 9.5708, 1.3673, 37.3483, 0.0077, 0.0297, 0.0048
Si, 1.3673, 4.1018, 37.3483, 0.005, 0.0139, -0.0099
Si, 6.8362, 4.1018, 37.3483, -0.0034, 0.0336, 0.0084
Si, 4.1018, 6.8362, 37.3483, 0.0007, 0.0341, 0.0127
Si, 9.5708, 6.8362, 37.3483, -0.0013, 0.0465, -0.0015
Si, 1.3673, 9.5708, 37.3483, 0.0189, 0.0379, 0.0039
Si, 6.8362, 9.5708, 37.3483, 0.0249, 0.0167, -0.0058
Si, 0.1048, -0.2278, 27.8768, 0.0033, 0.0038, -0.0118
Si, 5.2561, 0.1063, 27.7484, 0.0163, -0.0255, -0.0567
Si, 2.9869, 2.3348, 27.7698, -0.0087, -0.003, -0.0365
Si, 7.8367, 3.0946, 27.8545, 0.0139, 0.0225, -0.0393
Si, -0.3928, 5.7398, 27.6551, -0.0258, -0.0058, -0.0239
Si, 5.6185, 5.3465, 27.9323, 0.0172, 0.0016, -0.0123
Si, 2.3502, 8.5136, 27.9417, -0.0034, 0.0042, -0.0024
Si, 8.2336, 7.9016, 27.9246, -0.0099, -0.0449, -0.0956
Si, 1.3427, 1.326, 29.1393, 0.0025, 0.0069, 0.0009
Si, 6.7826, 1.3583, 29.0723, -0.0104, -0.0002, 0.0037
Si, 4.0099, 4.0571, 29.0744, 0.0048, 0.0068, 0.0048
Si, 9.5157, 4.1484, 29.1099, -0.0131, 0.0272, -0.0043
Si, 1.2156, 6.8128, 29.0812, -0.0072, 0.031, 0.0009
Si, 6.7847, 6.7841, 29.3532, 0.0064, -0.0113, -0.0023
Si, 4.0452, 9.5848, 29.1758, -0.0028, 0.0052, -0.0179
Si, 9.4572, 9.5318, 29.144, 0.0134, -0.0049, 0.0315
Si, 2.7069, 0.0098, 30.5677, -0.0132, -0.002, 0.0079
Si, 8.1505, 0.0258, 30.4763, 0.0051, -0.006, 0.0051
Si, -0.0273, 2.7569, 30.4415, 0.0044, -0.0121, 0.0033
Si, 5.4141, 2.7219, 30.4862, 0.0011, 0.0132, 0.0055
Si, 2.6486, 5.4602, 30.4256, 0.0085, -0.0143, 0.0016
Si, 8.2057, 5.4334, 30.6288, 0.0089, 0.0032, -0.0165
Si, -0.0952, 8.174, 30.5302, -0.009, -0.0162, -0.0208
Si, 5.3975, 8.2252, 30.5606, 0.002, -0.0062, 0.0002
Si, 4.0701, 1.3874, 31.9038, 0.0001, -0.0053, 0.0041
Si, 9.5528, 1.3753, 31.8341, 0.0024, 0.0034, 0.0026
Si, 1.3231, 4.1112, 31.847, -0.0002, -0.0055, 0
Si, 6.7999, 4.049, 31.8992, -0.0124, -0.0059, 0.0008
Si, 4.0311, 6.8073, 31.8537, -0.0048, -0.0023, 0.0006
Si, 9.5375, 6.8378, 31.9553, -0.0016, -0.0031, 0.0013
Si, 1.3247, 9.5406, 31.8739, 0.0037, 0.0117, 0.0035
Si, 6.796, 9.6047, 31.8813, -0.0064, -0.0045, 0.0021
Si, -0.0242, 0.0011, 33.2231, -0.0033, -0.0042, -0.0027
Si, 5.4364, 0.0128, 33.2606, -0.0009, 0.0033, -0.0013
Si, 2.6972, 2.7549, 33.2396, -0.0044, 0.0084, -0.0029
Si, 8.1878, 2.7057, 33.249, 0.0011, -0.0022, 0.0005
Si, -0.0158, 5.4599, 33.2652, -0.0026, 0.0016, -0.0009
Si, 5.4335, 5.4564, 33.2279, 0.004, -0.0007, -0.0027
Si, 2.6961, 8.1822, 33.2435, -0.0002, -0.0036, 0.0014
Si, 8.1594, 8.226, 33.2613, 0.002, 0.0011, -0.0016
Si, 1.3522, 1.3612, 34.6027, 0.0039, -0.0011, 0.0001
Si, 6.8269, 1.3524, 34.6237, 0.0011, 0.0011, -0.0002
Si, 4.0842, 4.0972, 34.6122, -0.0016, -0.0017, 0.0016
Si, 9.555, 4.0844, 34.6142, 0.0003, 0.0042, 0.0012
Si, 1.3549, 6.8207, 34.6255, -0.0007, 0.0025, 0.001
Si, 6.8104, 6.8264, 34.6065, 0.0016, -0.0033, -0.0003
Si, 4.082, 9.5539, 34.6074, 0.0023, 0.0039, -0.0008
Si, 9.559, 9.5744, 34.611, 0.0018, 0.0006, 0.0012
Si, 2.7475, 0.003, 3.4179, -0.0034, 0.0047, 0.0003
Si, 8.2097, 0.0125, 3.41, -0.0003, -0.0016, -0.0001
Si, 0.0137, 2.752, 3.4205, 0.0017, -0.0032, 0.0011
Si, 5.4903, 2.7405, 3.4089, -0.0021, 0.0003, 0.0003
Si, 2.7557, 5.4952, 3.4122, -0.0001, -0.0014, -0.0012
Si, 8.2204, 5.4703, 3.423, -0.0003, 0.0021, -0.0012
Si, 0.0173, 8.2018, 3.4059, -0.0012, 0.0024, -0.0014
Si, 5.4833, 8.2196, 3.4213, -0.0006, -0.0025, -0.0006
Si, 4.1363, 1.3709, 4.767, 0.0013, -0.0006, 0.0037
Si, 9.5778, 1.3749, 4.7727, 0.0027, -0.003, 0.0049
Si, 1.3836, 4.147, 4.7703, -0.0025, 0.0036, 0.0019
Si, 6.867, 4.0862, 4.7883, 0.0016, -0.0041, 0.004
Si, 4.14, 6.8399, 4.7947, -0.0009, -0.0028, 0.0034
Si, 9.6066, 6.8388, 4.7771, -0.0004, 0.0007, 0.0043
Si, 1.4075, 9.5361, 4.7733, 0.0027, -0.0059, 0.0021
Si, 6.8658, 9.5794, 4.7859, 0.0009, 0.0023, 0.0024
Si, 0.0031, -0.0418, 6.0724, -0.0077, 0.0024, -0.0065
Si, 5.5026, 0.0093, 6.1545, -0.0002, 0.001, 0.0017
Si, 2.7898, 2.7917, 6.0765, 0.0009, 0.0007, -0.0078
Si, 8.2317, 2.7331, 6.1844, 0.0014, 0.0028, -0.0007
Si, 0.0389, 5.5086, 6.1807, 0.0031, -0.0027, -0.0009
Si, 5.5317, 5.4768, 6.1437, 0.0025, 0.0101, 0.0006
Si, 2.7774, 8.187, 6.1875, 0.0035, 0.0026, -0.0003
Si, 8.2462, 8.2, 6.1293, -0.0002, -0.0027, -0.0005
Si, 1.3953, 1.374, 7.2989, 0.0041, 0.0046, 0.019
Si, 6.8609, 1.3545, 7.5577, 0.0055, -0.0034, 0.0036
Si, 4.1485, 4.1386, 7.4963, 0.0016, -0.0062, 0.0129
Si, 9.6005, 4.1426, 7.5306, -0.0001, 0.0023, 0.0071
Si, 1.418, 6.845, 7.6045, 0.0046, 0.0004, 0.0012
Si, 6.936, 6.8177, 7.5152, 0.0028, -0.0057, 0.0161
Si, 4.1834, 9.5496, 7.5295, 0.0005, -0.0002, 0.0036
Si, 9.6119, 9.5444, 7.5029, 0.0107, -0.0009, 0.0123
Si, 2.7688, 0.0882, 8.6865, -0.0055, 0.0144, 0.0035
Si, 9.8004, 1.2139, 10.051, 0.0135, -0.0186, 0.0211
Si, 0.0772, 2.7023, 8.7087, 0.0029, -0.0142, -0.0032
Si, 5.5353, 2.8016, 8.8856, -0.0092, 0.0123, -0.0004
Si, 2.8188, 5.479, 8.9583, 0.0089, -0.0074, -0.0101
Si, 8.3149, 5.5162, 8.9905, -0.0097, 0.0105, 0.0159
Si, 0.0626, 8.2473, 8.9624, -0.0201, 0.003, -0.003
Si, 5.5943, 8.1798, 8.8972, 0.008, -0.0098, 0.0007
Si, 3.9052, 1.6006, 10.0661, -0.0125, 0.0016, 0.0082
Si, 8.2258, -0.0613, 8.8914, 0.0094, -0.0011, -0.017
Si, 1.6537, 3.755, 10.0785, 0.0097, -0.0237, 0.0273
Si, 6.6748, 4.3785, 10.2599, -0.0005, 0.0109, 0.0074
Si, 4.4556, 6.6445, 10.2558, 0.0111, 0.0052, 0.0306
Si, 9.519, 7.0614, 10.3983, 0.0009, 0.0002, -0.0146
Si, 1.1798, 10.0213, 10.0586, -0.0048, 0.0133, 0.0204
Si, 7.1922, 9.242, 10.2949, -0.0072, -0.018, 0.0422
O, 8.4596, 2.6666, 26.4035, -0.0041, 0.0004, 0.0305
O, 2.373, 2.7663, 26.3016, 0.0067, -0.0035, 0.0262
O, 8.3412, 8.1588, 10.8484, -0.0125, 0.0074, -0.0002
O, 0.7494, 4.2332, 11.3631, 0.0108, -0.0045, -0.0075
O, 17.6444, 4.2208, 27.42, -0.0032, 0.0025, 0.0078
O, -0.6609, 11.4507, 26.6144, 0.0152, 0.0104, 0.042
O, 7.3083, 3.7793, 11.662, -0.0153, 0.0086, -0.0069
O, -1.7841, 1.8984, 11.3952, 0.0174, -0.0113, -0.0094
O, 3.9876, 7.459, 11.616, 0.0138, -0.0148, -0.0234
O, 6.4443, 9.831, 11.6463, 0.0259, -0.014, -0.0165
O, 10.2766, 6.4277, 11.7603, -0.0245, 0.0222, -0.0038
O, 12.9187, 20.6263, 11.4526, -0.0064, -0.0003, -0.0079
O, 4.5279, 0.7566, 11.3264, -0.0098, 0.0146, 0.0046
O, 2.783, 2.6778, 10.6539, -0.0042, 0.0042, -0.0218
O, 10.9493, 11.0807, 10.5515, 0.0014, 0, -0.0114
O, 5.5361, 16.4184, 10.744, -0.0064, 0.0029, -0.0069
O, 7.3064, 8.2501, 26.6087, 0.0363, 0.0462, 0.0493
O, 5.1525, 6.2035, 26.5896, -0.0072, -0.0167, 0.0142
O, 15.0883, 12.1891, 27.3194, -0.0049, -0.0027, 0.0326
O, 14.0061, 7.8924, 26.6093, -0.0067, -0.0054, -0.0074
O, 12.1844, -1.3247, 27.3654, 0.0186, -0.0023, 0.01
O, 0.0145, 5.2351, 26.1366, -0.0039, 0.0166, 0.0518
O, -1.5283, 6.895, 27.358, -0.0392, 0.0294, 0.0096
O, 5.8162, 10.3991, 26.3199, 0.002, 0.0072, 0.0142
Si, 8.4504, 2.8633, 24.788, -0.0209, 0.0022, 0.019
Si, -0.053, 4.8117, 24.5518, 0.0009, 0.0115, 0.0078
Si, 0.5213, 6.9699, 22.2812, -0.0028, 0.0071, 0.0137
Si, 11.2179, 0.737, 20.8126, -0.0051, -0.0007, -0.0021
Si, 3.4764, -1.1872, 17.3232, 0.0038, -0.0027, 0.0126
Si, 7.9704, 7.4324, 15.3271, -0.0046, -0.0028, -0.0141
Si, 3.7273, 0.4199, 14.5507, 0.0035, 0.0093, -0.0275
Si, 3.7434, 6.6179, 25.887, 0.0025, -0.0037, 0.0023
Si, 10.334, 6.0664, 16.7063, -0.0081, 0.0083, 0.0224
Si, 6.3853, 3.2754, 20.8546, 0.0015, -0.0058, 0.0077
Si, 7.9532, 2.4492, 12.3491, 0.0063, 0.0098, -0.0199
Si, -1.5806, 9.8628, 18.9304, 0.0069, 0.0023, 0.0102
Si, 11.6455, 3.9078, 15.1173, 0.0035, -0.0054, -0.0246
Si, 5.9036, 7.6468, 17.4387, 0.0017, -0.0003, 0.0036
Si, 5.4221, 3.0811, 23.5808, -0.0001, -0.0087, 0.021
Si, 9.2879, 2.981, 20.32, 0.0105, 0.001, 0.0038
Si, 5.3475, 6.0538, 14.9875, 0.0079, -0.0045, -0.0149
Si, 5.6929, 11.1194, 12.3063, -0.0164, -0.0077, -0.0191
Si, 7.4435, 7.5994, 20.1409, 0.0058, -0.0044, 0.0032
Si, 11.6874, 9.7492, 23.1961, 0.0051, -0.008, 0.0099
Si, -1.3093, 0.1774, 25.1461, 0.0161, 0.0176, -0.0066
Si, 5.194, 2.7328, 18.2921, 0.0008, -0.0047, 0.0091
Si, 3.1457, 7.9428, 23.1847, -0.0136, 0.0083, 0.0152
Si, 0.5248, 8.7675, 16.864, -0.0037, 0.0027, 0.0058
Si, 11.467, 5.4679, 12.3947, 0.0091, -0.0165, -0.0112
Si, 5.2817, 11.668, 21.8466, -0.0038, 0.0062, 0.0122
Si, 6.9143, 9.4331, 25.5658, -0.0074, -0.0457, 0.0361
Si, -1.5683, 1.8946, 14.9067, 0.0049, -0.0086, -0.0221
Si, 3.1616, 0.8189, 19.7396, -0.003, -0.0082, 0.0025
Si, 1.6571, 9.8007, 13.043, -0.0107, 0.0077, -0.0318
Si, -1.0377, 5.8577, 19.84, -0.0122, 0.0045, -0.006
Si, 3.1483, 7.2397, 13.0045, 0.0223, 0.0173, -0.0281
Si, 2.6856, 3.8945, 25.1721, 0.0064, 0.008, -0.0052
Si, 5.9545, -2.1095, 22.5794, 0.0027, -0.002, 0.0031
Si, 9.9608, 9.808, 14.4819, -0.001, -0.0099, -0.013
Si, 3.9391, 3.431, 15.4427, 0.0038, -0.0002, -0.0201
Si, 8.0345, 1.4778, 17.7603, 0.0002, -0.0024, 0.0067
O, 6.4022, 1.7087, 17.8079, -0.001, 0, 0.0043
O, 3.6516, -0.1812, 16.0586, -0.0007, 0.0038, 0.0093
O, 5.5494, 3.8836, 22.1357, -0.0042, -0.0004, 0.0057
O, 2.162, 6.9617, 22.3232, 0.0092, 0.0044, -0.0059
O, 8.8341, 8.6023, 14.5422, 0.0072, 0.0042, 0.0157
O, -1.478, 4.0521, 24.3075, 0.001, -0.004, -0.0166
O, 2.473, 8.5515, 13.6865, -0.0017, 0.0036, 0.0234
O, -4.1429, 1.3368, 12.5591, 0.0006, 0, 0.0284
O, 9.2695, 0.3405, 14.3939, -0.0064, 0.011, 0.0202
O, 6.1672, 1.6495, 20.8343, -0.0033, -0.0026, 0.0029
O, 5.8767, 3.7995, 19.3756, 0.0015, 0.0019, 0.0022
O, 4.1497, 6.7798, 14.1804, -0.0101, 0.0064, 0.0182
O, 4.4576, 3.3825, 16.9935, -0.0028, -0.0026, 0.0051
O, 7.2408, 8.1501, 16.6177, 0.0129, -0.0044, -0.0056
O, 5.3106, 6.3515, 16.6121, -0.002, -0.0012, -0.0026
O, 8.9539, 6.235, 15.8501, 0.0009, 0.0092, 0.0153
O, 6.7962, 6.6578, 14.4508, 0.0038, 0.0009, 0.0214
O, 6.8984, 3.1418, 24.3126, 0.0177, 0.0016, -0.0082
O, -0.4839, 8.9772, 18.1192, 0.0015, -0.0004, -0.0063
O, 3.9356, 2.0789, 19.0894, 0.001, -0.004, 0.0036
O, 6.2968, 7.3229, 18.994, -0.0054, 0.0004, -0.0081
O, -0.0747, 6.0515, 23.4908, -0.0026, -0.0176, -0.003
O, 8.323, 8.8932, 19.7094, 0.0017, 0.0014, 0.0013
O, 8.5803, 2.8153, 13.8067, -0.0089, -0.0009, 0.003
O, 8.4675, -0.0894, 17.9644, 0.0029, -0.0035, 0.0029
O, 1.3335, 3.9534, 24.2341, 0.0145, -0.0021, -0.0018
O, 6.8291, 7.8322, 21.6363, -0.0109, 0.0078, 0.0115
O, 0.0342, 9.6312, 13.2063, 0.0108, -0.004, 0.0097
O, 1.5749, 1.1717, 19.9073, 0.0016, -0.0054, 0.0042
O, 10.0557, 6.2409, 18.2843, 0.0113, -0.0103, -0.023
O, 8.5968, 2.0206, 16.3334, 0.005, 0.0041, -0.0036
O, 11.3381, 7.2653, 16.2521, -0.0097, -0.0157, 0.0094
O, -0.0269, 8.4905, 22.5088, 0.004, 0.0108, -0.0054
O, 10.1795, 4.2769, 19.9801, -0.0093, -0.009, -0.0004
O, 2.2233, 9.2111, 23.702, 0.0011, -0.0018, -0.0144
O, 0.0254, 9.8556, 15.7675, -0.0076, 0.0071, -0.0026
O, 8.7741, 2.314, 18.9355, 0.0037, -0.0006, 0.0053
O, 3.8174, 0.4416, 21.1904, -0.0022, 0.0013, -0.0148
O, 8.393, 6.2836, 20.2919, 0.0085, -0.0012, -0.0089
O, 5.0054, 4.4687, 14.7407, 0.0057, 0.0008, 0.0145
O, 2.2975, 11.1348, 13.7562, -0.0032, -0.0055, 0.0177
O, 4.9628, -0.2609, 13.7034, 0.0146, 0.0024, 0.0002
O, 8.2791, 10.2404, 25.2751, -0.0433, -0.0278, -0.011
O, -2.9628, 3.4835, 21.1556, 0.0014, 0.0022, -0.0067
O, 9.1702, 1.4819, 24.2684, 0.0002, -0.005, -0.0116
O, 3.8864, 7.0661, 24.3406, 0.0029, -0.0108, 0.0257
O, 3.3788, -0.4318, 18.7455, -0.0001, 0.0084, -0.001
O, 2.3447, 3.8521, 15.2797, -0.0102, 0.0041, 0.0175
O, 0.8863, 10.9799, 22.1462, 0.0013, -0.013, 0.0064
O, 4.7664, 8.7895, 17.4028, 0.0013, 0.0036, 0.005
O, 6.344, 8.7805, 24.1741, 0.0056, 0.0146, 0.0265
O, 2.0888, -2.0099, 17.2013, 0.0031, 0.0016, 0.0035
O, 4.3856, 8.4845, 22.2992, 0, -0.0018, -0.0049
O, 11.132, 4.8212, 13.8503, 0.0028, 0.0132, 0.0062
O, 10.2749, 12.9541, 21.186, -0.0016, 0.0021, -0.0143
O, 6.1848, -0.59, 22.0596, 0.0027, -0.0079, -0.0043
O, 11.0309, 4.6271, 16.4484, -0.0015, 0.0027, 0.0038
O, 4.0696, 2.0046, 14.6775, 0.0011, -0.0093, 0.0119
O, 1.9447, 6.2398, 12.5693, -0.0247, -0.0264, 0.0175
O, 5.0854, 1.506, 23.274, 0.0003, 0.0115, -0.0063
O, 10.8006, 10.2653, 24.4338, 0.0068, -0.0023, -0.0226
O, 2.7846, 5.3112, 25.9798, 0.006, 0.0142, -0.0075
O, 0.078, 6.5624, 20.7818, -0.0003, 0.0018, -0.0038
O, 10.2311, -0.2699, 20.0237, 0.0073, 0.0077, 0.0028
O, 4.1349, 3.6682, 24.4124, -0.0211, 0.0053, -0.0056
O, 10.9288, 2.4275, 15.0152, -0.0016, 0.0038, 0.0216

Results
free energy: -156081.333 eV
free energy less fixed offsets of O -568.88, Si -635.61 eV per atom: -6.483 eV

The program warned: the cutoff lies below the one the program advises for these potential files; the exchange-correlation potential is rough where the density is thin.
